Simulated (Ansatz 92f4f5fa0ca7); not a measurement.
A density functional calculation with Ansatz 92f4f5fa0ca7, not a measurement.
Periodic cell of 171 atoms, Si99O72, from a study of silicon, its oxide and their interface. The atomic structure is a simulated model.

Settings: functional r2SCAN; potential files Ansatz norm-conserving; basis plane waves; wave-function cutoff 1300 eV; density cutoff ratio 4; exchange-correlation grid ratio 1; k mesh 2 x 2 x 1, shifted by 0.5 0.5 0.5 of a step; self-consistency stop 5e-08 eV per atom in the density residual; occupations Fermi-Dirac, 0.05 eV; spin none; net charge 0.

Cell vectors (angstrom)
a	11.5403	0	0
b	0	11.5403	0
c	0.0146	-4.7998	22.8392

Atoms: element, x, y, z (angstrom)
Si	0.6983	-1.7345	-0.0823
Si	0.8377	1.3169	0.3278
Si	0.6373	4.4113	0.0672
Si	4.529	-2.8862	0.0447
Si	4.9989	1.8587	-0.1818
Si	4.324	5.4963	-0.2462
Si	8.4171	-3.0921	0.4263
Si	8.4466	0.674	-0.2692
Si	8.5859	5.4262	0.2747
Si	2.5752	9.096	1.2527
Si	2.9245	1.4442	1.3635
Si	2.5594	5.1744	1.2897
Si	6.3993	8.9921	1.443
Si	6.6793	1.2611	1.2854
Si	6.3445	5.0284	1.1304
Si	10.4843	9.0526	1.397
Si	10.3187	1.0934	1.3971
Si	10.4603	4.8815	1.5838
Si	2.7839	-0.6066	2.6968
Si	2.7371	3.3058	2.706
Si	2.5341	7.1553	2.672
Si	6.5014	-0.6375	2.7411
Si	6.5552	3.2039	2.6062
Si	6.4215	6.9835	2.6966
Si	10.3642	-0.7162	2.8629
Si	10.3157	2.996	2.8472
Si	10.4702	7.0343	2.7472
Si	0.8403	-0.6885	4.1211
Si	0.8061	3.1378	4.0659
Si	0.7771	7.1047	4.2193
Si	4.6257	-0.6986	4.1507
Si	4.6654	3.31	4.0209
Si	4.4959	7.1205	4.0892
Si	8.3998	-0.7594	4.1471
Si	8.3712	3.2124	4.0875
Si	8.4272	7.0702	4.0679
Si	0.8116	8.9891	5.6759
Si	0.8314	1.2352	5.4291
Si	0.7963	5.0858	5.393
Si	4.5934	8.9388	5.6473
Si	4.6324	1.3437	5.2632
Si	4.5884	5.2116	5.4345
Si	8.4057	8.9033	5.6296
Si	8.4142	1.2458	5.3273
Si	8.4007	5.1493	5.3942
Si	2.7239	8.9793	7.1562
Si	2.8129	1.2921	6.6905
Si	2.6757	5.2043	6.8182
Si	6.5042	8.95	7.0999
Si	6.4942	1.3496	6.6293
Si	6.5121	5.26	6.8058
Si	10.3657	8.9023	7.0218
Si	10.3466	1.1602	6.6401
Si	10.3655	5.0306	6.643
Si	2.9337	-0.4165	8.2765
Si	2.7298	3.2138	7.9594
Si	2.626	6.8813	8.5426
Si	6.4983	-0.3856	8.1321
Si	6.5273	3.2571	7.9404
Si	6.4997	6.9234	8.5552
Si	10.3331	-0.5576	8.2452
Si	10.3548	3.0802	7.8822
Si	10.3598	6.7276	8.1949
Si	0.8682	0.0575	9.2512
Si	0.7527	3.0704	9.1437
Si	0.5713	6.0872	9.705
Si	4.8675	0.2494	9.7779
Si	4.6376	3.3089	9.297
Si	4.5379	6.3825	9.9173
Si	8.3201	-0.0284	9.525
Si	8.4519	3.0778	9.214
Si	8.5623	6.1782	9.6501
Si	3.9538	0.0603	19.4858
Si	4.8471	7.944	12.7433
Si	-1.2032	7.5247	11.7276
Si	13.6281	9.0637	13.8555
Si	0.3644	9.9329	11.6288
Si	8.0684	6.3562	16.8275
Si	6.7114	10.3557	11.8601
Si	6.2053	-1.6195	20.1016
Si	2.2866	9.0506	18.7088
Si	8.925	-0.8014	18.8689
Si	-0.8786	2.4477	15.4545
Si	8.5224	10.5564	14.3266
Si	8.9692	7.499	14.3515
Si	10.5426	0.9147	20.7093
Si	8.3724	1.0251	16.6254
Si	1.06	4.3422	17.1405
Si	7.9673	3.6958	15.6072
Si	11.6139	-0.1344	14.0054
Si	7.9759	4.8946	20.9462
Si	16.5929	4.7866	19.9708
Si	0.5004	3.466	19.9379
Si	9.1353	6.9798	19.5926
Si	4.436	7.5709	20.0259
Si	-0.5599	8.6965	18.1199
Si	3.1384	2.8407	18.6636
Si	1.4116	7.4628	16.3652
Si	6.5385	6.0497	14.5291
O	0.7055	9.3887	18.8812
O	11.8648	0.537	21.5789
O	0.8352	-0.1241	-0.571
O	0.7114	2.8166	-0.4815
O	4.4395	-2.0689	-1.3758
O	4.7202	7.3659	21.6048
O	10.8978	2.3115	19.9654
O	5.7745	3.0608	-1.1315
O	5.532	-0.3236	19.3886
O	4.6311	-4.4481	-0.4506
O	8.3282	-3.2606	-1.2267
O	7.8214	5.9055	22.2553
O	18.2082	4.7742	20.0144
O	4.5118	3.617	19.0103
O	7.8388	6.5445	13.6909
O	9.2178	5.4223	20.0463
O	0.7754	1.5952	9.9707
O	1.3607	5.8512	16.6008
O	3.6875	8.8924	13.4693
O	7.8501	10.384	10.6727
O	1.1129	10.3263	10.273
O	4.7155	1.8775	10.1615
O	5.4039	-0.3923	11.2311
O	1.7818	7.8019	14.8334
O	6.1181	8.9161	12.3671
O	4.6123	4.7152	10.2325
O	4.381	7.2154	11.3538
O	1.3276	8.9155	12.4413
O	6.6363	6.6447	16.0718
O	6.7938	4.4098	14.6774
O	8.4042	1.597	10.0687
O	7.9816	-0.1545	15.5978
O	12.9254	10.4677	14.509
O	5.2519	6.7092	13.7857
O	0.6894	4.4475	10.0973
O	7.797	-1.4807	19.8229
O	7.5501	11.0324	13.1033
O	9.9479	1.4767	16.5627
O	0.0207	1.426	14.5163
O	-2.1673	3.2779	14.8055
O	-0.9574	7.4352	19.0584
O	-0.0234	8.1672	16.6856
O	-1.012	9.1145	11.3675
O	7.4288	2.3158	16.3023
O	0.1773	11.3652	12.3875
O	-2.577	6.9948	11.0375
O	10.1415	10.7714	14.3064
O	5.5493	8.5914	19.4054
O	8.1474	0.3891	18.0902
O	2.9098	8.1202	19.8849
O	2.4592	3.5018	17.3325
O	-1.8873	9.6231	17.8987
O	0.3043	4.3855	18.5915
O	3.071	-1.0962	18.7781
O	0.0934	6.7141	11.1644
O	9.2552	6.962	15.8678
O	2.5101	8.2096	17.3219
O	0.1458	3.5395	16.0667
O	4.5517	6.1583	19.267
O	8.4987	6.912	0.9486
O	8.51	4.5288	10.088
O	0.4257	-2.4721	-1.515
O	2.0183	2.8639	19.8444
O	3.6177	1.3111	18.5153
O	8.3024	4.7366	16.8367
O	3.7063	0.235	21.0952
O	-1.2909	7.4207	13.3641
O	8.7366	1.1181	-1.9009
O	10.2364	-0.2261	19.6082
O	8.3266	8.9719	14.5068
O	9.1768	0.8884	21.5864
O	8.095	7.0218	18.311

Results
free energy: -45070.254 eV
free energy less fixed offsets of O -463.61, Si -117.95 eV per atom: -13.284 eV
pressure: -2.14 GPa
stress xx, yy, zz, yz, xz, xy (GPa, positive in tension): 1.63, 2.87, 1.92, 0.12, 0.26, -0.29

Forces (eV/angstrom), in the order of the atoms: element, x, y, z
Si	-0.0637	0.0091	-0.6902
Si	0.1304	0.1649	-0.9601
Si	0.0349	-0.0015	-0.4025
Si	0.0358	0.1263	-0.4103
Si	0.0712	-0.8956	0.2244
Si	-0.2949	0.1902	-0.1787
Si	0.0091	0.0708	0.3476
Si	0.2557	0.3564	-0.5408
Si	0.1819	-0.0553	-0.0037
Si	0.0617	-0.0914	-0.1795
Si	0.1238	0.1421	-0.3279
Si	-0.1835	-0.1333	-0.2697
Si	0.0142	-0.3769	-0.1834
Si	0.031	0.201	0.0015
Si	0.1929	0.3247	-0.4186
Si	-0.1315	0.0303	-0.3893
Si	-0.1784	0.1505	-0.1992
Si	-0.1766	0.123	-0.2388
Si	0.161	0.0673	-0.0363
Si	-0.0391	0.0847	0.2272
Si	0.0323	-0.0019	-0.0095
Si	0.0731	-0.27	-0.1433
Si	0.0188	0.1377	-0.1562
Si	-0.1852	0.0775	0.2145
Si	0.0523	-0.2016	0.2335
Si	-0.0261	0.0658	-0.0629
Si	0.1449	0.0447	0.1952
Si	-0.0371	0.0727	-0.0054
Si	0.061	-0.0515	-0.0391
Si	-0.23	-0.0688	-0.2499
Si	-0.0725	0.1077	0.028
Si	-0.1561	-0.1121	-0.0507
Si	0.288	-0.1099	-0.2706
Si	0.0025	0.1355	0.021
Si	0.0517	-0.0111	-0.1425
Si	-0.1008	-0.0137	-0.2772
Si	0.0493	-0.0133	-0.0371
Si	0.0211	-0.1394	0.0557
Si	-0.0653	0.1727	0.0809
Si	-0.0209	-0.0623	-0.077
Si	-0.1359	0.0033	0.0641
Si	-0.0397	0.0795	0.0816
Si	0.0462	-0.0751	-0.0547
Si	-0.1019	-0.042	0.1628
Si	0.1126	0.1641	0.0303
Si	-0.0302	-0.0853	0.1841
Si	0.2065	-0.1111	-0.2007
Si	-0.011	-0.0012	-0.1739
Si	0.0132	-0.0674	0.2436
Si	0.0057	-0.0643	-0.1799
Si	-0.0235	0.2752	-0.0854
Si	-0.0145	-0.0398	0.1525
Si	-0.0537	-0.1324	-0.2574
Si	-0.0139	0.0535	-0.2938
Si	0.0198	0.2982	0.2692
Si	0.0934	-0.001	0.2974
Si	-0.163	-0.1077	0.0626
Si	-0.1144	-0.0141	0.215
Si	-0.1383	-0.0959	0.173
Si	0.1702	-0.1538	0.0743
Si	-0.0993	0.195	0.2981
Si	-0.0234	0.093	0.2445
Si	0.0655	0.03	0.184
Si	0.0376	0.2577	0.2972
Si	0.0546	-0.198	0.9315
Si	-0.0603	-0.1991	0.4123
Si	0.1582	0.1808	0.309
Si	-0.0932	0.0047	0.6212
Si	-0.021	-0.3265	0.2863
Si	0.1864	0.2451	0.1565
Si	0.0834	-0.0227	0.8445
Si	-0.0459	-0.3486	0.3906
Si	-0.0451	0.0594	-0.5977
Si	-0.0538	0.066	0.4321
Si	0.1453	-0.0113	0.1847
Si	-0.033	-0.0765	0.2959
Si	0.1966	0.0744	0.0295
Si	0.0668	0.0969	0.233
Si	-0.0391	0.2534	-0.0256
Si	-0.0081	0.0013	-0.6123
Si	-0.1098	0.0799	0.0078
Si	0.1476	0.0094	-0.3281
Si	0.1363	-0.005	0.0304
Si	-0.0284	0.0931	0.3595
Si	-0.0055	-0.0276	0.2388
Si	0.1656	-0.2182	-0.2072
Si	-0.1615	-0.1207	0.1186
Si	0.084	0.0537	-0.1707
Si	-0.1296	-0.0432	0.0613
Si	-0.0043	0.2331	0.2374
Si	0.113	-0.3861	-0.5529
Si	-0.249	-0.2286	-0.435
Si	0.1631	0.0818	-0.2104
Si	0.3108	0.102	-0.4675
Si	-0.4328	0.0051	-0.6661
Si	-0.0023	0.1706	-0.0694
Si	0.11	-0.0366	-0.1699
Si	-0.0078	-0.1052	-0.0876
Si	0.0077	-0.0413	0.0786
O	0.1048	-0.26	-0.2541
O	-0.1088	-0.2263	0.1268
O	-0.115	-0.0322	0.9004
O	0.032	-0.1438	0.7485
O	0.1545	-0.0884	0.1219
O	0.1866	0.5809	0.0093
O	0.0097	-0.0248	0.1689
O	-0.4019	-0.5846	0.074
O	-0.0688	-0.2426	0.4218
O	-0.1588	-0.074	0.101
O	-0.0637	0.5106	0.4138
O	0.3106	0.0082	-0.3373
O	0.1975	0.15	0.4078
O	-0.0725	0.1579	0.3866
O	-0.0477	0.0717	0.1811
O	-0.4263	0.1609	0.3379
O	0.0182	-0.3064	-0.8081
O	-0.0737	0.0187	0.1322
O	0.1286	-0.2265	-0.285
O	0.1834	0.3721	-0.0337
O	-0.2912	0.0803	0.2594
O	-0.0194	-0.3637	-0.4761
O	-0.0313	0.0173	-0.232
O	0.0158	0.2922	-0.115
O	-0.0404	0.0013	-0.0643
O	-0.0143	0.3421	-0.5329
O	0.1072	-0.2534	-0.3724
O	-0.1332	0.1944	0.0524
O	0.3528	-0.2807	-0.3001
O	0.2195	0.1925	0.1991
O	-0.0845	-0.2711	-0.664
O	0.2435	0.0874	-0.1491
O	-0.1732	-0.1534	-0.3062
O	0.0719	0.2378	-0.2784
O	0.0113	0.4797	-0.7382
O	-0.2373	0.001	0.1743
O	-0.1354	-0.3022	-0.2742
O	-0.1424	0.113	-0.2391
O	-0.2056	-0.1703	0.062
O	-0.0939	-0.0484	0.2974
O	-0.3618	0.0573	0.0795
O	0.1988	-0.0547	0.2423
O	0.0162	-0.0887	0.042
O	0.3931	0.1018	-0.1461
O	-0.0743	-0.5251	-0.0142
O	0.0397	-0.12	-0.2028
O	0.0455	0.035	-0.1419
O	-0.0006	0.0968	0.4449
O	0.2407	-0.157	0.0015
O	0.2857	0.07	0.0618
O	-0.1779	0.0462	0.295
O	-0.0038	0.0558	0.2924
O	0.1521	-0.2557	0.2083
O	0.1282	0.0063	0.2934
O	-0.0528	0.0031	-0.2991
O	-0.3296	-0.0383	-0.1349
O	-0.2888	0.051	0.1624
O	-0.1274	-0.0837	0.0801
O	0.1528	0.02	0.4818
O	0.1363	0.0764	-0.4427
O	-0.0232	0.415	-0.6212
O	0.0413	0.1507	0.2092
O	-0.1128	0.1235	-0.0897
O	-0.0157	-0.0262	0.3698
O	-0.0966	0.116	-0.2975
O	0.343	0.0882	0.5616
O	-0.1073	0.0725	-0.4417
O	-0.2199	-0.3823	0.9536
O	-0.1487	0.2431	0.2762
O	0.1714	-0.0093	-0.1787
O	-0.239	-0.1255	0.4535
O	0.2831	-0.1051	0.2634
